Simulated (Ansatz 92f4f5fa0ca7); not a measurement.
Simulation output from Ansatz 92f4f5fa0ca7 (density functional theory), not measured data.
Periodic cell of 130 atoms, Si86O44, from a study of silicon, its oxide and their interface. The atomic structure is a simulated model.

Settings
functional: r2SCAN
potential files: Ansatz norm-conserving
basis: plane waves
wave-function cutoff: 1300 eV
density cutoff ratio: 4
exchange-correlation grid ratio: 1
k mesh: 2 x 2 x 1, shifted by 0.5 0.5 0.5 of a step
self-consistency stop: 5e-08 eV per atom in the density residual
occupations: Fermi-Dirac, 0.05 eV
spin: none
net charge: 0

Cell vectors (angstrom)
a 10.9364 -0.1063 0.0739
b -0.1063 11.0141 0.0364
c 0.1301 0.0641 19.2498

Atoms: element, x, y, z (angstrom)
Si -0.4903 -2.4405 -0.7659
Si 3.1602 2.055 -0.3643
Si -0.8779 5.1277 -1.0645
Si 3.348 7.4873 -0.9065
Si 4.8337 0.5092 0.7894
Si 8.3166 2.1135 -0.4222
Si 4.6512 5.5238 -0.6015
Si 8.0953 6.5776 -1.065
Si 1.0024 1.1181 1.4683
Si 3.4332 4.3318 1.1849
Si 1.0253 6.7909 -0.5133
Si 3.5653 9.1088 1.0568
Si 7.2126 0.5527 0.9636
Si 9.9001 3.9397 1.2085
Si 6.5845 6.3286 0.6858
Si 9.9547 9.3223 1.6753
Si 0.3744 2.9838 2.592
Si 3.1232 0.1327 2.5862
Si 0.4151 8.0287 3.0936
Si 2.6305 5.896 2.7691
Si 5.6253 2.765 3.0824
Si 8.4061 -0.21 2.8619
Si 5.1464 8.4283 2.5984
Si 8.4023 4.6063 2.5776
Si 1.5436 4.4168 4.2692
Si 4.0437 1.485 4.1551
Si 1.2847 9.9441 4.1705
Si 4.023 7.0585 4.0556
Si 7.0608 4.1104 4.4404
Si 9.8894 1.3946 3.8478
Si 6.794 9.6528 4.3797
Si 9.5914 6.5982 4.1296
Si 0.0183 0.2772 5.5418
Si 2.8109 3.0118 5.5707
Si -0.2153 5.4707 5.6064
Si 2.7014 8.2542 5.387
Si 5.6497 0.0842 5.5975
Si 8.5602 2.5087 5.3386
Si 5.482 5.5103 5.384
Si 7.8967 8.2205 5.7255
Si 1.1243 1.7266 7.0399
Si 4.1076 4.1549 6.8553
Si 0.9304 7.1148 6.7595
Si 3.9338 10.01 6.732
Si 6.9189 1.5436 7.2995
Si 9.5019 3.8745 6.9286
Si 6.2811 7.0471 6.7541
Si 9.3879 9.7285 7.1736
Si -0.1774 2.8743 8.4376
Si 2.7074 0.2258 8.1891
Si 0.1865 8.6211 8.3638
Si 2.3674 5.7601 8.2495
Si 5.6446 3.1103 8.453
Si 8.2255 0.0297 8.4841
Si 4.9456 8.4382 8.0438
Si 7.8948 4.6449 8.6666
Si 1.2945 4.6127 9.688
Si 4.2525 1.4356 9.5271
Si 1.9814 9.6276 9.4726
Si 3.3428 7.672 9.4109
Si 6.0495 3.1696 10.7896
Si 7.998 1.0977 10.7766
Si 6.2521 9.5928 9.579
Si 10.0455 7.8496 10.3925
Si 2.5679 -0.2182 14.4969
Si 2.2741 3.1197 11.2245
Si 1.0116 6.1537 11.6485
Si 4.1874 6.7552 11.6609
Si 5.6985 0.5909 11.2968
Si 8.6217 3.2202 11.0954
Si 4.3674 4.2451 11.9569
Si 7.9782 9.2542 13.877
Si -0.3384 -0.6201 15.6312
Si 4.8866 9.3933 13.5656
Si 13.5851 2.5274 15.9683
Si 10.4373 5.1535 13.1544
Si 4.8708 4.163 14.2492
Si 11.8844 11.2312 12.0434
Si -1.6999 1.3553 15.7855
Si -3.8347 3.1088 15.1418
Si 11.4291 3.4578 15.7251
Si 7.8493 6.9752 10.2619
Si 5.9944 3.0696 17.473
Si 7.2016 5.8793 15.2053
Si 8.0359 -4.0139 13.23
Si 8.9787 10.5823 11.9966
O -7.3514 -7.2505 -4.1999
O 1.7419 1.2683 -0.0139
O 4.4127 3.5931 2.3463
O 2.7345 2.8501 -1.753
O 0.0785 4.3321 -2.1251
O -0.7176 11.2801 -6.7319
O 4.3138 10.1337 -0.127
O -0.1093 10.8981 1.3313
O 5.073 1.6542 -1.2349
O 7.3869 6.6083 -2.6571
O 6.4101 7.7774 1.6425
O 9.3946 2.2702 0.8068
O 7.0769 5.1916 1.6109
O 12.6265 7.0881 2.3548
O -2.2367 4.7799 10.0616
O 1.1302 -0.8252 15.0772
O 1.1048 1.8858 11.5692
O 4.9964 -0.5149 12.317
O 2.6184 6.1906 12.1583
O 4.6307 7.9588 12.8231
O -3.515 6.3944 8.7798
O -3.4681 -4.4329 11.6853
O 3.1826 2.5704 9.7945
O 9.4329 3.9221 12.6574
O 7.2677 3.4305 18.667
O 1.2733 10.4381 10.7271
O 6.9381 8.4155 10.3359
O 9.3596 9.2462 11.2094
O 7.7392 1.5056 15.1788
O 2.2241 11.05 12.9801
O 6.3135 9.4638 14.2496
O 10.8332 -1.3606 17.3349
O 10.273 2.4242 15.4601
O 11.3046 4.4626 14.5846
O 13.8413 1.0155 15.4647
O 14.7676 9.6841 14.6476
O 11.1106 7.4516 11.66
O -2.2389 1.5166 17.3559
O -5.3086 5.6063 14.71
O -1.9622 8.1227 18.0776
O 5.3709 4.5562 17.4949
O 8.0129 4.4391 15.2427
O 9.2459 9.4327 15.031
O 9.5958 6.6087 13.2446

Results
free energy: -30514.321 eV
free energy less fixed offsets of O -463.61, Si -117.95 eV per atom: 28.219 eV
pressure: -2.11 GPa
stress xx, yy, zz, yz, xz, xy (GPa, positive in tension): 2.51, 1.18, 2.66, 2.23, 0.55, -0.56

Forces (eV/angstrom), in the order of the atoms: element, x, y, z
Si 0.0048 1.8771 -0.4726
Si 0.3176 1.1295 0.6494
Si 1.4093 1.1025 0.9788
Si -1.5134 -0.5105 0.1612
Si 0.1918 -0.4815 -1.6845
Si -3.1969 -0.6333 1.3615
Si 0.0456 0.2817 1.9747
Si -0.5504 -1.7209 -2.7014
Si 2.8743 -1.5911 -0.5301
Si 1.1775 -0.8364 -0.8074
Si -0.3033 0.4998 -0.3307
Si 0.1733 0.9143 -1.5531
Si -1.2202 0.5585 1.1096
Si 1.4135 -1.9377 -2.0183
Si -2.0015 2.8396 -0.9243
Si 1.0287 1.0175 -0.4219
Si 0.6358 0.8802 1.4455
Si -2.6282 -0.7185 -0.3755
Si -0.9088 0.722 -1.0333
Si -1.0672 -0.7214 -0.5681
Si 0.0441 -0.4908 -0.6442
Si -0.111 -0.8686 -0.4343
Si 2.7542 0.2798 0.049
Si -3.1973 3.4939 1.4867
Si -1.2094 -0.323 -0.5789
Si 1.4577 -0.5428 1.8709
Si 1.6262 -0.9781 0.0825
Si 2.0258 -1.1402 0.6266
Si 0.5818 -1.4396 -0.9426
Si -0.5021 -0.6231 0.4541
Si -0.7336 0.4459 -2.0265
Si -1.0664 0.2688 -0.5083
Si -0.4449 -0.7475 0.1635
Si -1.6879 -2.7542 -0.642
Si 0.5474 0.1264 -0.316
Si -1.5903 2.241 1.623
Si -0.3862 2.1619 0.0535
Si -2.157 0.4979 1.9266
Si -1.1217 -0.2201 0.0375
Si 2.5427 -0.3487 -0.1504
Si 2.0528 -0.6124 -0.8632
Si 1.1063 2.4623 1.9732
Si 1.9629 -0.537 0.3959
Si -1.2125 -1.4692 -0.417
Si 0.6244 -1.054 -2.4082
Si -0.0965 0.1562 0.764
Si 0.1708 0.7773 0.9697
Si 1.1372 -0.3817 -1.0825
Si -0.3253 1.0166 1.789
Si 1.2693 1.8187 -2.5331
Si -1.047 0.2523 -0.8188
Si 2.1316 1.3935 -2.15
Si 0.8664 0.3353 -0.7948
Si -1.7452 0.3597 1.5157
Si 0.3254 0.3779 -0.2199
Si -0.4457 0.4221 -0.9711
Si -2.6878 -1.1419 1.9778
Si 1.3169 -1.4128 -1.0146
Si -1.2397 -1.4011 1.0653
Si 0.3192 -1.1967 1.4055
Si 0.9401 -0.5053 1.3239
Si -0.4496 -0.4903 -1.8331
Si 0.6424 2.9438 -1.746
Si -0.5662 1.7973 2.3528
Si 0.6991 -0.7991 1.4872
Si -0.0295 -0.9733 -2.312
Si 1.2969 -1.0811 -0.7294
Si -1.6615 0.8268 0.8706
Si -0.504 -0.957 -0.9875
Si 0.7536 3.6079 2.4679
Si -0.1459 0.5613 0.5513
Si 0.1858 1.0867 -0.4727
Si -2.9048 -1.7952 3.4569
Si 2.5495 -1.1297 -3.8907
Si -0.9636 1.4069 0.8161
Si -0.3536 -1.4868 1.9491
Si 2.0684 -1.2283 -0.0272
Si 0.2583 1.0868 1.0065
Si 0.5926 -0.0076 1.2193
Si -3.2424 1.5403 0.8958
Si 0.8675 -0.0689 3.3692
Si -0.2597 2.0108 2.5056
Si 2.5138 -0.7765 0.531
Si -0.3967 -0.1571 -0.5647
Si 1.9135 -0.5978 0.5279
Si -0.3465 -1.8131 2.2772
O 0.2845 -0.2194 -0.3098
O -0.1382 0.4388 -0.3028
O -0.0257 1.0855 -0.8096
O 0.3921 -1.194 -0.3142
O -0.4576 -1.3921 -1.3345
O 1.1903 -0.7672 0.5061
O -0.176 0.6418 1.9424
O -0.31 -0.4795 0.2148
O -0.8386 1.3244 0.2471
O -0.1809 -0.6442 0.8942
O -0.5621 -1.6419 -0.6424
O 0.4182 1.8564 -1.8102
O 1.9139 -2.0374 2.5764
O -1.4428 0.1837 0.6704
O 0.0371 -1.8777 0.0653
O 2.1302 0.4421 -1.2516
O 2.5811 2.7527 -0.428
O 0.4796 1.1614 -0.3905
O -1.0549 1.2222 -0.241
O -0.4162 -1.4541 -1.0582
O -0.2572 -1.0317 -0.4286
O 0.0915 -0.1462 -0.3925
O -2.4527 1.0709 2.5924
O -0.6507 -0.6715 -2.446
O 1.4264 -2.206 -1.1989
O -0.0746 -1.2853 -0.4571
O 1.4546 -2.8491 1.006
O 1.327 -1.8518 -1.999
O 1.907 -0.2142 -1.2338
O -1.2748 0.417 -0.3568
O 2.8854 -0.1604 0.8163
O -0.2506 0.4611 -1.2735
O -1.836 -1.5307 0.1852
O -1.4424 4.1457 -4.9015
O 0.057 -0.9972 -0.6845
O -5.4799 2.1755 3.1616
O 0.6389 0.7972 -2.6583
O 1.4384 0.6021 0.0156
O 0.0533 0.8047 0.722
O 0.822 1.1436 0.2777
O -1.2362 0.7797 0.1231
O -0.2977 -1.3469 0.1844
O -0.7658 -0.4594 -0.6739
O -1.1013 -1.9206 1.3793
